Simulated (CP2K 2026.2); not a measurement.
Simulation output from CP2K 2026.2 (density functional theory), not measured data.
Periodic cell of 1182 atoms, Si850O332, from a study of silicon, its oxide and their interface. The atomic structure is a simulated model.
Doubt: the forces sum to 0.53 eV/angstrom along one axis rather than to zero, so they err by at least 0.0004 eV/angstrom per atom on average; the grid cutoff is modest.

Settings: functional PBE; method Gaussian and plane waves; basis set DZVP-MOLOPT-SR-GTH; pseudopotentials GTH-PBE; grid cutoff 350 Ry, relative cutoff 50 Ry; k points Gamma only; occupations fixed; spin none; net charge 0.

Cell vectors (angstrom)
a 16.4025 0 0
b 0 32.805 0
c 0 0 40.1815

Atoms and the computed forces on them: element, x, y, z (angstrom), force x, y, z (eV/angstrom)
Si 16.2894 32.8021 40.0264 -0.3555 0.1312 -0.0168
Si 2.0319 3.1767 40.1211 -0.3471 -0.1608 0.2104
Si 16.3878 5.4495 0.3338 0.2572 0.1733 -0.199
Si 2.2486 8.5039 40.023 0 -0.0594 -0.1438
Si 0.2065 10.6757 0.4911 -0.1208 0.07 -0.4092
Si 2.8387 13.3675 0.0852 -0.3782 0.1985 0.0333
Si 16.2997 17.3523 39.7154 0.5226 0.2368 -0.0135
Si 2.9188 19.4103 0.4053 0.1384 -0.0024 0.0454
Si 16.1899 21.9614 0.2679 -0.0757 -0.0234 -0.2274
Si 3.1395 24.139 0.0079 0.2142 -0.0152 0.0921
Si 0.0603 27.5482 0.127 0.0046 -0.0104 -0.0216
Si 2.9358 29.967 0.0802 -0.0942 -0.3393 -0.4369
Si 6.0058 0.5714 39.3324 0.1615 0.1738 -0.1542
Si 8.4016 2.8056 0.3542 0.2361 -0.1453 -0.0784
Si 6.2466 4.8617 39.7894 0.6194 0.1677 -0.2139
Si 7.9378 8.183 39.2062 -0.0183 0.0463 0.1051
Si 5.1658 11.2128 0.1349 -0.1978 0.1588 -0.0893
Si 7.8935 13.9138 0.1277 -0.0163 -0.0943 -0.0739
Si 5.8437 16.2854 40.1315 0.1726 -0.2492 0.0797
Si 7.7942 19.8688 0.1764 -0.0611 0.1386 -0.1127
Si 5.4985 22.0245 0.4857 -0.1291 -0.2432 -0.0885
Si 8.1766 24.2559 0.0591 0.0827 -0.0904 0.2196
Si 5.1408 27.6683 0.3439 0.0818 0.1383 -0.0606
Si 8.4067 29.5703 39.8476 -0.2388 0.0747 0.0409
Si 10.5078 0.5398 40.003 -0.1859 -0.0094 -0.1645
Si 14.2244 1.4081 39.8392 0.0772 0.0465 -0.0351
Si 11.1788 5.2941 40.1187 0.1618 0.1103 -0.153
Si 14.2624 7.6787 40.0428 0.0403 0.0726 -0.0614
Si 11.456 11.1518 40.0499 0.1981 0.2269 0.285
Si 13.4628 13.9149 0.0247 -0.0064 -0.1139 0.0601
Si 11.2536 16.2109 39.8675 -0.0952 0.1915 -0.1503
Si 14.3358 18.7941 0.0497 -0.0806 0.2207 -0.1269
Si 10.6911 22.3724 0.2475 0.3096 -0.1585 -0.4355
Si 13.9573 24.3023 0.399 -0.1135 0.1102 -0.3295
Si 10.8832 27.49 40.0595 0.0754 -0.0517 0.0784
Si 14.1366 29.5629 40.1306 0.2506 0.206 -0.1076
Si 1.2186 1.36 1.2675 0.1324 -0.1045 -0.2072
Si 3.7773 3.8208 1.4145 -0.0837 0.0105 0.2914
Si 1.3821 6.9064 1.4597 0.0553 0.0778 -0.2983
Si 4.0201 9.5036 1.2411 -0.2883 -0.0154 0.0618
Si 1.4499 12.2655 1.6201 0.1027 -0.0454 -0.2344
Si 4.0627 15.1369 1.1979 0.1851 -0.1165 -0.2508
Si 1.3307 18.0195 1.3843 -0.0514 -0.0202 -0.2854
Si 4.1964 20.65 1.8271 -0.0178 0.1653 -0.3453
Si 1.5097 23.1453 1.4169 -0.0862 -0.1079 -0.2285
Si 4.0496 25.9104 1.4417 -0.062 -0.0677 -0.1621
Si 1.4457 28.7942 1.5221 0.1069 -0.018 -0.1413
Si 4.3267 31.5306 1.092 0.1859 -0.0124 -0.2644
Si 6.7977 1.4209 1.2746 0.0952 0.0603 -0.0884
Si 9.9288 4.0518 1.5008 -0.124 0.151 -0.0666
Si 7.0165 6.7808 0.8175 0.0366 -0.0138 0.2976
Si 9.9237 9.7152 1.0305 -0.0168 0.0481 -0.1238
Si 6.7719 12.3293 1.4344 0.0888 0.1752 0.0293
Si 9.6196 15.1601 1.1994 0.0089 -0.0958 -0.1931
Si 6.8914 17.9228 1.3325 -0.1345 0.2195 -0.1757
Si 9.5717 20.6855 1.5052 -0.1527 0.2277 -0.1537
Si 6.9064 23.3044 1.7702 -0.017 0.1611 -0.3855
Si 9.5445 25.9509 1.1965 -0.0638 0.0086 -0.2786
Si 6.8957 28.7691 1.3985 0.0007 0.0103 -0.2031
Si 9.475 31.4354 0.9449 0.0596 0.0034 -0.1403
Si 12.363 1.1275 1.2389 0.1206 0.1696 -0.1122
Si 15.0116 3.8764 1.2877 -0.0952 -0.039 -0.4225
Si 12.4621 6.7972 1.1984 0.0916 -0.0404 -0.1614
Si 15.0492 9.3378 1.4963 -0.0093 -0.1857 -0.1016
Si 12.3452 12.4817 1.5263 0.2389 -0.0647 -0.0612
Si 15.1359 15.0544 1.1923 -0.1167 -0.1742 -0.2547
Si 12.4176 17.8205 1.1179 -0.0455 -0.1773 -0.0257
Si 15.0452 20.4314 1.6165 0.0437 0.026 -0.0905
Si 12.2973 23.312 1.6999 -0.0588 -0.1206 -0.0014
Si 15.1471 26.0377 1.4296 0.1099 -0.0796 -0.2504
Si 12.4149 28.6117 1.2991 -0.0271 0.0633 -0.1789
Si 15.1603 31.2785 1.2819 -0.0411 -0.1489 -0.1121
Si 16.3242 2.6065 2.759 -0.0924 -0.0458 0.156
Si 2.8659 0.062 2.5153 -0.195 0.198 -0.1346
Si 0.0151 8.1087 2.908 -0.103 0.0106 0.1786
Si 2.7477 5.4714 2.7239 0.0626 0.0691 0.1794
Si 0.0098 13.7239 2.7138 -0.0125 0.0209 0.1784
Si 2.7981 10.837 2.8445 0.1848 -0.0657 0.0602
Si 0.0477 19.1913 2.9546 0.0501 -0.0248 0.0669
Si 2.6946 16.4766 2.6237 0.1314 0.0078 0.0067
Si 0.1074 24.6058 2.7478 0.0024 -0.0679 0.1167
Si 2.7334 21.9448 3.0187 -0.0403 0.0818 0.1045
Si 0.0701 30.1048 2.828 -0.0355 0.1047 0.0749
Si 2.729 27.3117 2.8174 -0.0488 -0.1677 0.1142
Si 5.3627 2.6243 2.7216 -0.1497 -0.0235 0.247
Si 8.1684 32.7264 2.5337 0.0422 -0.0387 0.0308
Si 5.5355 8.0658 2.4048 0.0922 -0.0513 -0.1202
Si 8.3532 5.5247 2.5094 -0.0576 0.2955 0.028
Si 5.41 13.7689 2.7214 -0.1091 -0.0816 0.0167
Si 8.3352 10.905 2.5157 -0.0554 0.0506 0.0396
Si 5.5477 19.119 2.8989 0.0653 -0.2037 0.1091
Si 8.3077 16.5393 2.6482 -0.0272 0.0063 0.0553
Si 5.479 24.7132 2.9179 -0.127 0.1365 0.0775
Si 8.2821 21.9216 3.0167 0.1158 0.0104 0.2138
Si 5.5241 30.1961 2.672 0.1645 -0.0443 0.2005
Si 8.2489 27.3263 2.6849 0.0227 0.0263 0.0183
Si 11.1686 2.5806 2.7513 0.1088 -0.0717 0.102
Si 13.6655 32.5849 2.6563 0.0354 -0.0929 0.0505
Si 11.0614 8.2338 2.524 -0.0071 -0.1346 0.0642
Si 13.6465 5.317 2.6217 -0.0671 -0.0751 0.183
Si 10.8774 13.8026 2.7366 0.0651 0.0493 0.0281
Si 13.6975 10.9132 2.7274 -0.0096 0.0272 -0.0908
Si 11.0178 19.1647 2.6253 0.0192 -0.0182 -0.0775
Si 13.7378 16.4498 2.6262 0.0195 -0.0033 -0.089
Si 10.8825 24.7373 2.8367 -0.0468 0.0889 0.0213
Si 13.6401 21.8162 2.906 -0.0715 -0.0025 0.1652
Si 10.9567 30.1156 2.5063 -0.1118 -0.0193 -0.172
Si 13.7155 27.3357 2.7827 0.0219 -0.0347 0.062
Si 1.3326 4.0677 4.0572 -0.0158 -0.0385 -0.1017
Si 4.0849 1.2857 4.1273 0.1363 0.062 -0.0492
Si 1.387 9.5297 4.194 -0.0301 0.0121 -0.0442
Si 4.2106 6.8199 3.996 -0.061 -0.1022 -0.0863
Si 1.4011 15.0755 4.0698 -0.1015 0.0403 -0.0772
Si 4.1421 12.3145 4.1226 0.0499 -0.0675 -0.0723
Si 1.3843 20.5395 4.3203 0.0635 -0.0292 -0.0494
Si 4.0836 17.7363 4.1284 -0.0112 0.1442 -0.0651
Si 1.3801 25.9713 4.2159 0.0253 0.0234 -0.1224
Si 4.1378 23.3215 4.2873 -0.0672 0.0728 -0.0312
Si 1.5099 31.5052 4.0388 -0.0815 -0.0739 -0.0703
Si 4.163 28.7522 4.0653 -0.011 -0.0398 -0.1238
Si 6.876 4.1153 3.9043 -0.0325 0.024 -0.2638
Si 9.5941 1.2756 3.9563 0.0064 -0.0777 -0.0787
Si 6.888 9.5051 3.8469 0.0941 -0.0744 -0.0261
Si 9.6532 6.8876 3.9484 -0.0844 -0.1037 -0.0514
Si 6.8824 15.1186 4.0193 -0.0609 0.0126 -0.1024
Si 9.5481 12.3108 4.0127 0.0988 0.0348 0.018
Si 6.8832 20.5016 4.2731 0.0735 -0.0421 -0.0612
Si 9.664 17.8387 4.0724 -0.0336 -0.1407 -0.0166
Si 6.8975 26.0716 4.1881 -0.0422 -0.0764 -0.0257
Si 9.6244 23.3461 4.2841 -0.1287 -0.0441 -0.0661
Si 6.8944 31.459 4.0921 -0.1011 0.0591 -0.1385
Si 9.6347 28.7406 3.9967 -0.0376 -0.0367 -0.1506
Si 12.3639 4.0364 4.1304 -0.0345 0.0843 -0.0825
Si 14.9809 1.2146 4.0955 0.0518 0.146 -0.2353
Si 12.3122 9.5513 4.0508 0.0559 0.1258 -0.0127
Si 15.0036 6.6717 4.1026 0.1556 0.0093 -0.097
Si 12.3485 15.1031 4.0676 -0.0037 -0.0473 -0.1176
Si 15.069 12.3083 4.0767 -0.0335 -0.0224 -0.058
Si 12.265 20.4535 4.1922 0.141 0.0663 -0.0297
Si 15.0388 17.7566 4.1679 -0.0352 0.0144 -0.1751
Si 12.3262 26.0308 4.1716 -0.0717 0.0454 0.0755
Si 15.083 23.2534 4.1541 0.0541 -0.0486 -0.1999
Si 12.2646 31.3499 4.0576 0.1088 -0.0025 -0.008
Si 15.0675 28.7206 4.1408 -0.0192 0.0402 0.0051
Si 16.3818 0.0395 16.3992 -0.0186 0.0198 0.0099
Si 2.7014 2.7548 16.3816 0.0161 0.0056 0.0078
Si 16.3731 5.466 16.3734 0.009 -0.0007 -0.0018
Si 2.7221 8.1903 16.3685 -0.0217 -0.0086 -0.0026
Si 16.3652 10.9065 16.379 0.0017 0.0205 -0.0109
Si 2.715 13.6343 16.3937 0.0104 0.0104 0.0002
Si 16.3838 16.3597 16.3885 0.0006 0.0015 -0.0116
Si 2.7332 19.103 16.4164 -0.0078 0.0029 -0.0026
Si 16.39 21.8447 16.4262 0.0059 0.0037 -0.0105
Si 2.731 24.6138 16.4281 0.0124 0.0016 -0.0219
Si 16.3964 27.3752 16.4269 -0.0075 -0.0068 0.0137
Si 2.7234 30.1328 16.3976 -0.057 0.0011 0.0021
Si 5.44 0.053 16.4 -0.0226 0.0001 0.0084
Si 8.1516 2.755 16.3924 0.0054 0.0134 0.0169
Si 5.4256 5.466 16.3728 -0.0017 0.0287 0.0082
Si 8.1606 8.1817 16.3852 -0.0095 0.0142 0.0037
Si 5.4517 10.9142 16.3938 -0.0068 0.0161 -0.01
Si 8.1827 13.6475 16.4252 0.0096 -0.0178 0.0073
Si 5.4582 16.374 16.4109 0.0053 0.0038 0.0005
Si 8.1845 19.1169 16.4116 -0.02 0.029 -0.0019
Si 5.4792 21.863 16.4282 -0.0297 0.0017 0.0003
Si 8.2057 24.6011 16.4009 0.0348 -0.032 -0.0132
Si 5.4665 27.3788 16.4022 -0.0064 -0.0192 -0.0006
Si 8.1851 30.1149 16.3967 -0.0323 0.0293 -0.0141
Si 10.9036 0.0245 16.4014 0.0562 -0.0179 -0.0027
Si 13.6289 2.7476 16.3844 0.0171 0.0075 -0.0179
Si 10.8731 5.4618 16.393 0.011 0.0284 0.0052
Si 13.6189 8.1844 16.3935 -0.0287 0.0331 -0.0064
Si 10.8907 10.9025 16.392 0.0052 0.0167 -0.0066
Si 13.6337 13.6322 16.3823 0.0097 -0.0131 -0.0032
Si 10.901 16.3721 16.417 0.0049 0.0153 0.0044
Si 13.6318 19.0894 16.4117 0.0158 0.0327 -0.0011
Si 10.9202 21.8554 16.4097 -0.0105 0.0072 0.0041
Si 13.6508 24.606 16.41 0.007 0.0187 -0.0123
Si 10.9348 27.3569 16.4143 0.0229 -0.0112 0.0168
Si 13.6718 30.1038 16.415 0.0262 -0.0383 -0.005
Si 1.3294 1.4155 17.7676 -0.0036 -0.0535 -0.0101
Si 4.0581 4.1149 17.753 -0.0401 -0.0244 -0.0201
Si 1.3581 6.8195 17.7266 -0.0199 0.0397 -0.0017
Si 4.088 9.5391 17.753 -0.0045 0.024 0.0077
Si 1.3264 12.2709 17.7459 -0.0224 -0.0487 -0.0053
Si 4.0898 14.995 17.7664 -0.05 -0.0095 -0.0002
Si 1.3518 17.7155 17.7584 -0.0106 0.0278 0.0065
Si 4.1144 20.4698 17.7772 0.0052 0.0294 0.0003
Si 1.3633 23.2219 17.7807 -0.0255 0.0052 -0.0033
Si 4.1016 26.0136 17.7645 -0.0059 -0.0134 0.0083
Si 1.3581 28.781 17.7704 0.0582 0.0057 -0.0097
Si 4.0692 31.5082 17.7714 0.0548 0.0045 0.003
Si 6.7805 1.4209 17.7856 0.0284 -0.0105 0.0004
Si 9.4845 4.1196 17.7767 0.0168 -0.0425 0.0212
Si 6.7803 6.8204 17.7477 -0.0022 -0.0278 -0.0088
Si 9.514 9.5413 17.7646 0.0271 0.0154 0.0084
Si 6.8014 12.2803 17.7823 -0.026 -0.0383 -0.0008
Si 9.5337 15.0259 17.8105 -0.0067 -0.0134 0.0221
Si 6.8173 17.7503 17.7818 0.0146 -0.0221 0.0001
Si 9.5557 20.4806 17.7754 -0.0128 0.0188 -0.0194
Si 6.8627 23.2341 17.7873 0.017 0.0568 -0.0108
Si 9.5665 25.9687 17.7616 -0.0388 -0.0336 -0.0187
Si 6.8233 28.7577 17.7655 0.0446 0.0143 0.0102
Si 9.5279 31.4805 17.7768 -0.0331 -0.0427 -0.0041
Si 12.2541 1.3991 17.7632 -0.0255 -0.0251 -0.0024
Si 14.9959 4.1084 17.7444 -0.0352 -0.0208 -0.0034
Si 12.2286 6.8251 17.7601 0.0314 -0.0049 0.0081
Si 14.985 9.5566 17.7549 0.0183 -0.0004 0.0032
Si 12.2482 12.2801 17.749 0.0383 0.0075 -0.0169
Si 14.9959 15.0022 17.7438 0.0094 0 -0.0018
Si 12.2532 17.7352 17.7978 0.0135 -0.0091 0.0126
Si 15.0037 20.4533 17.7646 -0.0141 -0.0034 0.0069
Si 12.2777 23.2343 17.7709 0.0218 -0.0041 -0.0058
Si 15.0068 25.9915 17.7623 -0.0265 -0.0478 -0.0312
Si 12.3032 28.7342 17.7733 0.0038 0.009 -0.0251
Si 15.0341 31.4766 17.782 -0.029 0.0113 -0.0085
Si 16.3732 2.7859 19.142 -0.0536 0.0007 0.0275
Si 2.6909 0.0632 19.1438 -0.0744 0.0188 0.0243
Si 16.3816 8.1736 19.07 0.0125 -0.0386 -0.0266
Si 2.6995 5.4645 19.1329 0.015 -0.0181 0.0062
Si 16.3431 13.6272 19.1071 -0.0085 0.0195 0.006
Si 2.7165 10.9147 19.0934 -0.021 0.0425 -0.0157
Si 16.359 19.0561 19.1169 0.0371 0.0542 -0.0344
Si 2.7166 16.3496 19.13 0.039 -0.0375 0.0285
Si 16.3671 24.6066 19.0982 0.0084 0.0354 0.0063
Si 2.7377 21.8287 19.1295 0.013 -0.0597 0.0076
Si 0.0083 30.1368 19.1777 -0.0117 -0.0377 0.0775
Si 2.7461 27.4244 19.108 -0.0609 0.0094 -0.023
Si 5.4017 2.7843 19.1611 -0.0036 0.0027 0.0385
Si 8.1365 0.0398 19.1417 0.0268 0.0255 0.0189
Si 5.424 8.1528 19.1402 0.017 0.0326 0.0125
Si 8.0831 5.456 19.1621 -0.0149 0.1043 0.0304
Si 5.4553 13.6591 19.1658 0.0076 -0.0398 -0.0166
Si 8.1424 10.8881 19.1448 -0.0006 0.0756 0.0107
Si 5.4708 19.1095 19.1708 -0.0553 0.0353 0.0459
Si 8.1637 16.4092 19.1876 -0.0651 0.031 -0.0212
Si 5.4951 24.647 19.1031 -0.007 -0.0689 -0.013
Si 8.2271 21.8517 19.1654 0.0246 -0.0596 0.0059
Si 5.4533 30.1485 19.1211 -0.0772 -0.022 0.0038
Si 8.2035 27.3617 19.0899 -0.0277 -0.0111 -0.0257
Si 10.831 2.7263 19.1247 0.0724 0.0199 0.0077
Si 13.6508 0.0502 19.1135 0.0257 -0.04 0.0151
Si 10.8298 8.1487 19.1505 0.0271 -0.0018 0.0506
Si 13.5899 5.4364 19.0988 0.0093 0.0245 -0.0266
Si 10.9056 13.6342 19.152 0.031 -0.0555 0.0001
Si 13.5835 10.9073 19.1224 -0.0336 0.0356 0.0091
Si 10.8694 19.099 19.1726 0.0163 0.0686 -0.0023
Si 13.6228 16.3396 19.1338 0.0339 -0.0108 -0.0284
Si 10.9236 24.6077 19.1514 -0.0172 0.0297 0.017
Si 13.612 21.8169 19.1098 0.0479 0.0072 -0.0054
Si 10.9169 30.1052 19.1089 0.0405 0.0195 -0.0008
Si 13.6584 27.3602 19.1507 0.0274 -0.0091 0.0853
Si 1.316 4.1598 20.5377 0.0396 0.0151 0.0397
Si 4.0083 1.4541 20.5226 0.0091 -0.0672 0.024
Si 1.3647 9.52 20.4228 -0.0008 -0.0221 0.0033
Si 4.0809 6.7758 20.5278 -0.0706 0.033 0.0439
Si 1.3271 14.9681 20.4703 0.0018 -0.0067 0.0658
Si 4.0631 12.2768 20.4879 -0.0357 -0.006 0.0224
Si 1.3514 20.4058 20.454 -0.0634 -0.0706 -0.009
Si 4.0783 17.7181 20.5118 -0.0086 0.0115 -0.0259
Si 1.3235 26.056 20.3826 0.0461 -0.0522 -0.0552
Si 4.1499 23.2316 20.4185 0.0701 0.1672 -0.0034
Si 1.3779 31.515 20.5745 0.0969 0.0616 0.0664
Si 4.103 28.8002 20.503 -0.0191 -0.0023 0.0659
Si 6.6951 4.1561 20.5955 0.0426 -0.1159 0.1091
Si 9.4395 1.4181 20.5455 -0.0235 0.0048 0.0894
Si 6.7938 9.4888 20.5215 -0.0194 0.0275 0.028
Si 9.4197 6.8067 20.5524 0.0522 -0.0357 -0.0445
Si 6.785 15.0596 20.5605 0.0395 0.0096 -0.0255
Si 9.5019 12.2795 20.4924 -0.0155 -0.0607 -0.0239
Si 6.8813 20.4601 20.5387 -0.0447 0.0588 0.0365
Si 9.5 17.775 20.5999 -0.052 -0.0711 0.1092
Si 6.821 26.0594 20.4778 0.1326 0.0755 0.0307
Si 9.5977 23.2179 20.5419 -0.0295 -0.012 0.0963
Si 6.7779 31.5034 20.5255 0.0173 0.0197 0.0662
Si 9.5983 28.6797 20.4518 -0.0295 -0.0456 0.0512
Si 12.188 4.0903 20.4674 -0.0166 -0.0385 -0.0905
Si 15.0087 1.413 20.4965 -0.0708 -0.0309 0.0364
Si 12.2092 9.5252 20.4841 0.0185 0.0703 0.0297
Si 15.0113 6.7887 20.4012 -0.0804 0.0079 -0.0568
Si 12.2746 14.9892 20.5403 0.0243 0.0211 0.0869
Si 14.9291 12.3055 20.4777 0.0499 -0.0048 0.0201
Si 12.2434 20.468 20.5141 0.0001 0.027 0.0472
Si 14.9907 17.6879 20.4957 -0.0314 -0.0223 0.0274
Si 12.2643 26.0015 20.5249 0.0412 0.0131 0.0729
Si 14.9965 23.1897 20.4236 -0.086 -0.0514 0.0281
Si 12.2402 31.5218 20.4525 0.007 -0.0342 -0.0476
Si 15.0326 28.741 20.5168 -0.0357 -0.0202 -0.0824
Si 0.0158 0.1337 21.9175 0.0725 0.0023 0.1503
Si 2.7031 2.8576 21.9453 -0.1251 -0.1421 0.1103
Si 16.3178 5.517 21.8906 -0.0328 0.0006 0.0953
Si 2.6949 8.1403 21.8275 0.0205 0.0294 0.1189
Si 16.3527 10.89 21.683 0.026 0.0647 0.0573
Si 2.7062 13.6467 21.8708 -0.0465 -0.086 0.0239
Si 16.3388 16.2809 21.8527 0.0167 -0.0932 0.1461
Si 2.6366 18.9904 21.8689 0.0511 0.0529 0.1209
Si 16.3678 21.7888 21.7394 0.0291 0.0309 -0.0072
Si 2.7715 24.7109 21.6066 -0.0712 -0.0034 -0.0095
Si 0.0276 27.3654 21.8637 0.0337 0.0243 0.2419
Si 2.7895 30.1519 21.9604 -0.0119 0.0704 0.0853
Si 5.3395 0.0739 21.8814 0.0548 0.1544 0.0377
Si 8.0165 2.7603 21.9648 0.0469 0.1165 0.0934
Si 5.3551 5.49 22.0876 -0.055 0.0163 0.0406
Si 8.056 8.1156 22.0129 0.0249 0.01 0.0684
Si 5.4112 10.8708 21.8235 -0.0568 0.0218 0.112
Si 8.2191 13.7211 21.8635 -0.0633 -0.0552 0.1783
Si 5.4168 16.4199 21.9705 -0.0429 -0.0128 0.0926
Si 8.1545 19.1265 22.0757 0.0288 0.0558 0.0282
Si 5.5152 21.8812 21.817 0.0452 -0.2252 0.0534
Si 8.2069 24.6762 21.789 -0.085 0.0508 0.0257
Si 5.5008 27.481 21.8724 0.0425 -0.0389 0.0694
Si 8.2196 30.0515 21.7392 -0.0133 -0.0087 0.0789
Si 10.8693 0.0614 21.8464 0.0935 -0.0789 0.0794
Si 13.5638 2.747 21.8127 -0.0054 0.0249 0.0317
Si 10.7455 5.3561 21.844 0.1052 0.0612 0.0984
Si 13.6337 8.1093 21.7288 0.0658 -0.1131 -0.0128
Si 10.7662 10.8301 21.8588 0.0307 0.1285 0.0584
Si 13.5981 13.6244 21.9741 -0.0553 0.018 0.2424
Si 10.8893 16.3591 21.8971 -0.0223 -0.0143 0.0472
Si 13.5735 19.0284 21.8261 0.0597 0.0401 0.0819
Si 10.9414 21.8271 21.9786 0.0365 -0.0371 0.056
Si 13.6197 24.5349 21.7933 0.0754 0.0443 0.0192
Si 10.9312 27.3902 21.963 -0.0164 -0.0505 0.1603
Si 13.609 30.1528 21.7743 -0.041 0.0832 0.1289
Si 1.385 1.5402 23.3765 0.0048 -0.0068 0.0457
Si 3.8854 4.2178 23.5127 0.0648 -0.0362 0.1536
Si 1.2674 6.9267 23.2828 0.1148 0.1041 -0.0197
Si 4.1139 9.415 23.2166 0.116 -0.1729 -0.028
Si 1.3295 12.1488 23.0945 0.0379 0.066 -0.0684
Si 3.9848 15.0744 23.3152 -0.0336 -0.05 -0.1169
Si 1.2796 17.5307 23.3202 0.0167 -0.0728 -0.1241
Si 4.0897 20.4317 23.0426 0.0743 0.0119 -0.1907
Si 1.4034 23.3023 22.8365 0.1059 0.0759 -0.1959
Si 4.0358 26.0722 23.0503 -0.1787 -0.014 -0.1514
Si 1.3977 28.7778 23.2926 -0.0787 -0.1579 -0.1134
Si 4.1867 31.5097 23.4149 0.0132 -0.1076 0.113
Si 6.5409 1.4801 23.349 -0.1862 0.0436 -0.1568
Si 9.3748 4.0804 23.395 -0.1787 -0.0707 0.0187
Si 6.719 6.7994 23.5519 -0.0058 0.0414 -0.0867
Si 9.4367 9.4886 23.3422 0.0186 0.1339 0.1268
Si 6.793 12.308 23.0825 0.0506 0.1509 -0.1494
Si 9.5703 15.0491 23.3613 -0.0665 -0.0515 0.054
Si 6.7302 17.7506 23.4813 -0.0256 0.0572 0.0435
Si 9.5599 20.5318 23.457 0.0479 -0.1887 0.0944
Si 6.8743 23.3374 23.1655 0.139 0.2655 0.0604
Si 9.5391 25.912 23.3023 -0.0697 0.0667 0.0753
Si 6.9418 28.8223 23.284 -0.0083 -0.1033 0.0358
Si 9.5176 31.413 23.1205 0.026 0.1372 -0.2408
Si 12.1701 1.4654 23.2352 0.0525 0.0882 -0.0699
Si 14.917 4.0944 23.1802 -0.0775 -0.1032 -0.196
Si 12.2289 6.7223 23.0157 -0.0559 -0.0585 -0.2744
Si 15.0505 9.4856 23.0103 -0.0213 0.0626 -0.1452
Si 12.0753 12.205 23.2308 -0.0574 0.1354 -0.27
Si 15.071 14.972 23.3904 -0.0093 -0.0881 -0.063
Si 12.2249 17.7019 23.2906 0.1213 0.1413 0.0582
Si 14.9961 20.3772 23.1097 -0.0632 -0.1395 -0.0264
Si 12.3723 23.2001 23.3192 0.0928 -0.0784 0.0268
Si 15.0126 25.8815 23.0953 -0.0402 -0.0056 -0.2394
Si 12.3142 28.8922 23.2941 -0.0201 0.0422 -0.185
Si 14.9621 31.5203 23.1188 -0.0793 -0.1366 -0.2185
Si 16.3057 2.9743 24.6886 -0.0459 -0.1369 0.3752
Si 2.7789 0.1045 24.7554 -0.1899 0.064 0.1875
Si 16.3748 8.4026 24.6147 0.0654 -0.0321 0.4227
Si 2.4334 5.6198 24.8729 -0.0702 0.0992 0.233
Si 0.0604 13.3477 24.6221 -0.1599 0.0042 0.1401
Si 2.6618 10.7363 24.409 -0.1291 0.2113 0.3274
Si 16.377 19.0536 24.5163 -0.0644 0.0477 0.0904
Si 2.475 16.131 24.8992 0.0033 0.1288 -0.0516
Si 0.0576 24.4579 24.2943 0.0093 -0.3269 0.2053
Si 2.7396 21.9448 24.1366 -0.1429 0.007 -0.0187
Si 16.3446 30.2362 24.4703 -0.1337 -0.0068 0.0922
Si 2.808 27.3605 24.6013 0.4057 0.0608 0.3652
Si 5.1194 2.8261 25.0207 -0.0455 0.0004 0.1325
Si 7.7823 32.4906 24.24 0.0036 -0.0674 0.1124
Si 5.3495 8.2062 24.9122 -0.0557 0.1762 0.1134
Si 7.931 5.3098 24.9934 0.1852 -0.0431 0.1889
Si 5.3545 13.5667 24.4304 -0.2127 -0.0527 -0.0246
Si 8.0056 11.025 24.5784 0.0154 -0.1748 -0.1803
Si 5.2816 19.2754 24.6904 -0.0883 0.1986 0.1447
Si 8.2312 16.4194 24.8399 0.1214 -0.1552 -0.0713
Si 5.2898 24.6535 24.3666 0.0848 0.0656 0.0415
Si 8.3236 22.1849 24.6891 -0.0617 -0.0573 0.2511
Si 6.1986 30.6906 24.6194 -0.1885 0.1049 0.2399
Si 8.1764 27.3315 24.6894 0.0501 0.078 0.031
Si 10.6511 2.565 24.719 -0.1907 -0.2866 0.0236
Si 13.6971 0.1795 24.4305 -0.0595 0.048 0.182
Si 10.9211 7.9553 24.4467 -0.0735 -0.2038 0.2055
Si 13.4451 5.3607 24.4659 -0.0971 -0.0079 0.0255
Si 10.8087 13.5346 24.791 0.2415 0.2176 0.0767
Si 13.4795 10.641 24.2045 0.0429 -0.0454 0.3672
Si 11.0129 19.0914 24.8534 -0.3386 -0.0997 -0.107
Si 13.6101 16.4217 24.729 0.0984 0.1105 0.0677
Si 10.9608 24.5199 24.6955 0.1301 0.1493 0.1054
Si 13.8335 21.7608 24.6029 0.0614 0.0732 0.0735
Si 10.7911 30.2111 24.7047 0.2258 0.2412 0.2049
Si 13.6809 27.3083 24.386 0.0329 0.0304 0.0476
Si 0.5237 4.7915 26.1811 -0.1096 -0.183 -0.0579
Si 3.986 1.255 26.4989 -0.5819 -0.2276 -0.3915
Si 1.6816 9.5695 26.209 0.0694 0.169 -0.2837
Si 3.6676 7.0938 26.2668 0.1452 -0.193 -0.2427
Si 1.6442 14.2018 26.1764 -0.3128 -0.2809 0.0768
Si 4.0275 12.1392 25.6155 0.0009 -0.3295 -0.1511
Si 1.2487 20.7235 25.3803 0.6664 -0.0604 -0.2625
Si 3.5557 18.7608 26.3327 0.1403 0.1516 0.0109
Si 1.2786 25.9497 25.6034 -0.265 0.3292 0.3419
Si 4.027 23.0965 25.6816 0.4982 -0.2662 -0.0169
Si 0.9839 31.8177 25.7592 0.3323 0.2168 -0.0564
Si 4.4622 27.8071 26.4588 -0.834 -0.1406 -0.4774
Si 6.9068 3.6182 26.4367 -0.4713 0.2508 0.1428
Si 8.7233 1.013 25.9367 0.2941 -0.2723 -0.5184
Si 6.375 10.0897 26.0255 -0.1399 0.0163 0.2093
Si 10.4348 6.3499 26.1665 0.0109 0.6077 0.086
Si 7.553 14.5833 26.2114 -0.2022 0.3746 0.4276
Si 8.9593 12.6137 26.012 0.116 -0.3154 0.2103
Si 6.4447 21.1279 25.5918 0.0812 -0.2567 0.1759
Si 9.6988 17.618 26.3189 0.0108 0.2951 0.036
Si 6.2248 26.361 25.6708 0.2291 -0.3097 0.3514
Si 9.9493 23.3342 26.5331 -0.0806 0.4529 -0.5329
Si 5.9394 30.1092 26.9853 -0.2334 0.1776 -0.4688
Si 9.8048 28.5294 26.0205 -0.3151 -0.2784 0.4213
Si 11.762 4.3188 25.8888 0.3145 -0.0479 0.1431
Si 15.1629 1.2923 25.8771 0.4668 0.2768 -0.101
Si 12.5781 9.011 25.6716 0.1999 0.1018 0.2298
Si 14.8161 6.9308 25.5371 -0.3725 0.1483 0.6756
Si 12.7001 14.5719 25.865 -0.1351 -0.1035 0.3012
Si 14.7144 12.0079 25.5404 -0.1879 -0.0074 -0.0882
Si 12.7773 20.1905 26.0029 -0.035 0.2138 0.2029
Si 14.138 18.283 26.2799 0.0705 -0.5419 0.2803
Si 12.0751 26.2982 25.7038 0.0431 -0.1239 0.2051
Si 15.9377 22.46 25.5304 -0.4873 0.5227 -0.1791
Si 12.4879 32.3849 26.2837 0.2052 -0.2989 -0.6196
Si 15.2056 27.9514 26.0247 -0.0339 0.1925 0.0663
Si 0.7757 31.0046 28.5027 0.0573 -0.1369 0.2384
Si 2.6884 4.8057 33.2628 0.0629 0.044 0.037
Si 1.1181 4.0135 29.2407 -0.05 0.0502 0.3106
Si 6.8711 2.6186 29.5524 0.111 0.06 0.3451
Si 14.6824 15.2502 30.5416 0.0326 -0.0034 0.1643
Si 15.2034 8.2457 32.2053 -0.1363 0.1845 0.0383
Si 0.1641 13.5181 28.9518 -0.0917 0.0835 0.3319
Si 5.2734 18.9974 28.851 0.1013 0.237 0.4438
Si 13.3128 21.9348 31.4774 0.1359 -0.0618 0.359
Si 5.1756 25.6667 28.3031 0.218 0.0833 0.2413
Si 12.679 24.7013 35.8073 0.0207 -0.0691 -0.1337
Si 2.8255 24.0016 27.4928 -0.2515 0.3136 0.4009
Si 4.3209 30.2542 32.109 -0.0143 -0.0523 0.0705
Si 9.3962 1.8905 31.2699 0.0426 -0.0378 0.3638
Si 4.3102 7.1727 34.4779 0.0886 -0.1311 -0.231
Si 5.2543 9.4161 32.4411 0.1179 0.0781 0.0405
Si 11.0459 8.6512 28.1288 0.2083 0.133 0.0094
Si 8.199 16.5056 30.9345 -0.042 0.0234 0.3254
Si 6.3935 18.7052 31.4248 0.1095 0.0199 0.1773
Si 7.9006 19.5585 27.9473 -0.1468 -0.0003 0.2781
Si 6.8057 14.6352 29.2188 -0.1055 -0.0472 0.3958
Si 6.9583 24.3501 30.3631 -0.0581 -0.2094 0.188
Si 1.6299 29.8539 31.0483 -0.0465 -0.0277 0.1338
Si 12.8635 2.1356 27.756 0.2181 -0.0928 0.0799
Si 7.2422 12.0768 30.6072 0.0218 0.3469 0.2113
Si 8.477 10.4451 28.2697 -0.0783 0.0956 0.1178
Si 2.1612 11.2344 28.9804 0.0185 -0.0191 0.3913
Si 10.5748 15.9852 28.8404 -0.1696 -0.0415 0.3814
Si 12.8521 19.1566 31.9625 -0.1755 -0.1871 0.135
Si 12.3732 22.1927 28.3772 0.1456 -0.1498 0.3454
Si 0.8437 23.9458 32.7102 -0.0508 -0.0354 0.0322
Si 8.0916 28.4324 28.4562 -0.0351 0.0256 0.226
Si 13.9468 26.3967 28.0874 -0.0569 0.0497 0.199
Si 14.4045 3.1202 33.0848 -0.0553 -0.0996 0.1152
Si 3.6325 5.9941 29.1936 0.027 0.1481 0.4623
Si 3.095 8.6635 30.6372 0.1366 0.095 0.2391
Si 4.7158 12.2057 36.2318 -0.0914 0.1067 -0.32
Si 4.4467 13.0739 29.957 0.1278 0.1024 0.2312
Si 5.2306 18.5512 34.1555 -0.042 -0.1706 -0.1746
Si 4.3475 21.3909 33.4297 -0.0195 -0.0779 -0.2522
Si 7.2946 29.8598 31.1678 -0.1118 0.1727 0.4693
Si 3.9808 22.8034 36.2741 0.032 -0.0212 -0.2598
Si 3.2723 25.0216 34.4852 0.0493 -0.123 -0.2544
Si 2.0786 1.0317 29.2222 0.0431 -0.1182 0.0871
Si 9.4886 31.7666 30.69 0.0318 0.0648 0.2346
Si 5.0625 4.3977 31.3112 0.0458 0.0277 0.3171
Si 6.1783 4.79 34.0661 0.1008 -0.1066 -0.1725
Si 8.1028 10.4377 32.8561 0.0864 0.1884 0.1841
Si 11.6672 18.9675 34.5822 0.007 0.0691 -0.2792
Si 5.8458 23.8564 33.0978 0.1378 0.0075 -0.1298
Si 9.1345 25.4483 28.6277 0.0883 -0.2184 0.5114
Si 14.1236 24.3948 33.3136 -0.014 -0.1712 0.0711
Si 6.6114 0.0864 27.8813 0.0315 0.0107 0.322
Si 14.0936 31.1133 28.7033 0.2064 0.0281 0.3247
Si 13.0416 9.4318 30.2552 0.0256 0.1007 0.228
Si 12.456 13.9699 28.7957 0.0951 -0.1288 0.2416
Si 3.5599 14.2568 32.6745 -0.0087 -0.0049 -0.0489
Si 13.269 17.6387 29.3449 0.0109 0.0152 0.371
Si 9.3672 21.0197 35.2108 0.0371 0.1591 -0.2947
Si 0.7957 29.3028 33.7142 0.0862 -0.1349 -0.1714
Si 12.5283 29.8625 32.3004 -0.0115 0.0096 0.1987
Si 14.0383 32.2904 31.4556 -0.0147 0.0319 0.3312
Si 16.2386 0.6436 33.4057 0.0449 0.0022 -0.1247
Si 6.8746 29.3841 36.9486 0.0907 0.0461 -0.1768
Si 14.0873 11.6266 28.356 -0.0474 -0.095 0.4064
Si 1.3178 9.1938 32.972 0.0357 0.1688 0.0482
Si 15.909 11.4436 36.4648 0.22 0.2146 -0.4213
Si 3.3922 11.3805 33.7021 -0.0561 0.1109 -0.057
Si 1.7931 17.6263 37.08 -0.0585 -0.0135 -0.2727
Si 5.5452 14.7152 34.6447 0.1444 0.059 -0.0863
Si 3.1045 16.4442 34.6347 0.0665 -0.0981 -0.1738
Si 15.8658 31.1962 35.5994 0.0168 0.0391 -0.3569
Si 3.4551 30.0359 34.7658 0.0548 -0.0319 -0.0321
Si 9.6648 1.3508 34.3555 0.0498 0.1394 -0.2207
Si 10.4486 31.3739 33.7239 0.1649 -0.0386 0.0767
Si 5.305 5.3376 37.7813 -0.2231 -0.3289 -0.5895
Si 8.3986 15.9521 33.9774 -0.2092 -0.0158 -0.2032
Si 9.1907 11.0293 35.513 0.0993 0.0844 -0.3107
Si 6.7259 21.151 29.9646 -0.1759 0.1102 0.3155
Si 11.5819 17.5836 37.1441 0.0781 0.085 -0.4847
Si 11.6642 29.7998 30.1275 -0.1563 -0.0818 0.1963
Si 9.4822 19.5148 37.6337 -0.0307 0.1354 -0.3967
Si 8.3048 23.8723 35.0434 0.1929 -0.029 -0.2956
Si 11.9153 27.3429 37.0345 -0.0383 -0.1769 -0.3727
Si 16.2378 5.2381 31.8541 -0.0708 0.0977 0.1543
Si 12.4453 1.9153 30.963 -0.1985 0.0043 0.4588
Si 12.09 9.8263 35.1422 -0.0063 0.0597 -0.0663
Si 15.8286 8.7583 34.954 -0.0407 -0.0871 0.0555
Si 16.1281 14.3658 35.8604 0.0114 -0.0282 -0.1746
Si 11.2261 10.4107 32.5185 -0.0261 -0.0373 -0.0316
Si 1.0294 23.0369 29.9345 0.1798 0.0538 0.3029
Si 14.6999 19.539 35.3403 -0.2235 -0.0931 -0.3044
Si 11.5904 26.7719 29.8817 -0.1613 -0.0173 0.1686
Si 1.5772 21.1327 32.0769 0.1302 -0.0921 0.1239
Si 12.3527 0.3962 37.4771 0.1209 0.2687 -0.0597
Si 15.0967 23.6892 28.2702 0.0902 -0.1001 0.2298
Si 3.3173 1.4949 37.8157 -0.1731 0.1371 -0.0834
Si 3.8682 3.535 35.6604 0.1349 0.2081 -0.3226
Si 14.5085 14.8181 33.6405 0.0208 -0.1133 -0.1328
Si 3.771 7.9288 37.5016 -0.1458 0.096 -0.2451
Si 1.9102 13.0684 37.3801 -0.1049 -0.0159 -0.2548
Si 5.6552 10.2622 38.3019 0.0543 0.1468 -0.0764
Si 12.7116 23.0511 38.2816 -0.3703 0.0742 -0.1225
Si 2.9878 20.215 37.6859 -0.1274 -0.0408 -0.3724
Si 2.2166 26.2173 38.2106 -0.2376 0.0697 -0.2375
Si 2.2378 27.5206 35.5514 0.0699 0.0925 -0.2691
Si 1.327 31.799 38.1834 -0.2985 0.0782 0.359
Si 7.8008 30.0502 34.2155 -0.0244 0.0904 -0.1036
Si 7.2773 1.2113 36.5741 0.1022 -0.0105 -0.5098
Si 7.6833 4.311 36.3052 0.3156 -0.0133 -0.3251
Si 9.4197 12.5099 37.9759 -0.0127 0.0082 -0.1944
Si 12.206 5.3807 37.2695 0.1411 0.0631 -0.2551
Si 4.3714 17.9425 38.476 0.0221 0.1295 -0.3777
Si 10.1568 13.8109 35.4222 -0.0318 -0.0587 -0.3953
Si 7.8365 18.5901 35.3178 -0.0457 0.0447 -0.2133
Si 14.2951 16.6428 35.9356 0.0298 -0.2001 -0.3391
Si 5.331 26.8835 37.8127 0.1808 -0.038 -0.2668
Si 6.5762 24.1671 37.4327 0.1926 -0.0711 -0.3322
Si 5.7295 31.7319 35.5281 0.0496 -0.0305 -0.2689
Si 9.5274 6.139 37.7986 0.3968 -0.104 -0.2978
Si 12.1074 2.7922 35.3636 -0.1111 0.1942 -0.1595
Si 13.8793 7.8241 36.9558 0.0711 -0.1285 -0.314
Si 14.2172 11.5178 38.8649 -0.0982 0.0617 -0.1038
Si 12.5213 12.5468 34.2012 0.1502 0.1622 -0.1218
Si 15.4229 20.1112 32.5332 -0.0145 -0.1869 0.0532
Si 14.8774 20.8443 38.0943 0.061 -0.0648 -0.0773
Si 10.3683 26.0938 34.8668 -0.1016 -0.2255 -0.0857
Si 12.2548 26.8774 32.743 -0.095 -0.1171 0.0519
Si 2.3938 32.5869 31.9202 0.0129 -0.1133 0.1114
Si 13.186 30.311 37.1733 -0.0847 -0.339 -0.1369
O 14.5656 3.0426 40.0083 0.114 0.2118 0.7044
O 0.603 31.2838 36.7866 0.1813 0.0968 0.1976
O 2.4635 2.5876 38.6603 0.2576 0.1993 -0.1872
O 5.381 31.9739 39.9612 -0.3826 -0.4343 0.3282
O 15.4042 6.5058 39.6469 -0.2145 -0.0763 0.363
O 1.0413 4.4553 39.6559 -0.0139 -0.0932 0.4485
O 2.4546 7.8497 38.4816 0.1584 0.1983 0.3499
O 1.1685 9.7326 39.6714 0.1991 -0.2286 0.6119
O 15.2999 15.5498 36.6426 -0.0893 0.3048 0.3731
O 15.5258 11.6075 39.8343 0.148 0.272 -0.0044
O 4.0168 12.3264 39.8058 0.3018 -0.0399 0.0946
O 1.864 13.5991 38.925 0.3194 -0.0304 0.315
O 0.5452 17.4098 38.145 -0.5057 0.0327 0.553
O 16.0199 15.7736 40.1159 -0.2284 -0.3192 0.2048
O 2.4615 20.2769 39.2356 0.0656 0.1445 0.558
O 16.239 21.2562 38.9187 -0.0196 0.0781 0.5302
O 15.1843 23.258 0.0437 0.163 0.0551 0.2958
O 13.1494 24.3964 39.1245 0.1576 0.264 0.0479
O 2.4222 24.6715 38.7575 -0.0437 -0.1978 0.2194
O 1.5529 26.6563 36.7618 -0.2059 0.1575 0.1046
O 1.1781 26.8831 39.2828 0.0537 -0.2196 -0.1113
O 15.3251 28.5063 39.5222 -0.3549 0.2852 0.3881
O 4.0712 28.7955 39.8431 0.2699 -0.3182 0.3965
O 2.1094 30.5114 38.8902 0.2557 0.1316 0.3228
O 7.1788 0.5482 38.1001 -0.1175 -0.4165 0.3481
O 7.566 29.0358 35.4821 0.1019 0.0329 0.2653
O 9.8129 5.9083 39.3945 0.0173 -0.0192 0.1493
O 7.5205 3.7969 39.5202 -0.5566 0.1597 0.0485
O 3.5577 2.0682 36.2942 0.0505 -0.2218 0.2593
O 2.6301 3.931 34.6545 0.2254 0.0443 0.192
O 10.6802 11.9489 38.8369 0.0624 0.0868 0.0516
O 9.1804 8.9941 39.9098 -0.1568 0.0197 0.0422
O 8.2808 13.0296 38.98 0.0799 0.0395 0.2536
O 6.932 9.2734 38.4993 0.0048 -0.2515 0.2638
O 9.9184 13.7588 37.0352 -0.0525 -0.1724 0.1974
O 6.8691 15.0547 39.6996 -0.1876 0.1271 0.2024
O 4.4359 19.3893 37.6759 0.1465 0.1465 0.0648
O 5.6722 16.9869 38.603 -0.3087 -0.1479 0.0349
O 8.7759 19.5345 39.0745 0.0769 -0.2641 0.1973
O 11.0613 19.0445 37.726 0.0476 0.2245 0.3549
O 4.388 23.0448 39.8318 -0.0039 -0.1213 0.3329
O 6.5856 20.9647 39.8526 -0.0564 0.0534 0.2428
O 7.062 24.2394 38.9926 0.2702 -0.0725 0.3703
O 7.9724 23.8999 36.6323 -0.165 -0.1988 0.3905
O 5.9885 26.9333 39.2967 0.0312 0.1797 -0.0164
O 5.9313 25.6079 37.0035 -0.223 0.2824 -0.0227
O 7.8057 29.4858 38.2847 -0.1346 0.1031 0.1847
O 12.3054 31.6627 36.907 -0.2215 0.1456 0.2264
O 9.3895 1.7557 39.6967 0.2557 -0.4381 0.1167
O 11.0534 0.4284 38.4499 -0.2369 -0.0647 -0.0576
O 12.0803 4.0953 36.3125 -0.1746 0.1512 0.2985
O 13.6603 0.8884 38.3613 0.1824 -0.3176 -0.2089
O 12.1698 4.8276 38.8297 -0.236 -0.1752 0.5446
O 6.6131 5.4011 36.8178 -0.2113 0.3958 0.1267
O 13.8186 8.2161 38.5354 0.1825 0.2219 0.235
O 11.9106 9.3475 33.5767 -0.0718 0.0988 -0.0232
O 12.9267 10.6359 39.4008 -0.1993 -0.034 0.108
O 12.8205 8.7431 36.0938 -0.0739 0.0681 -0.0774
O 15.3785 12.922 36.0213 -0.0666 0.0393 -0.0845
O 13.7708 13.0932 38.7847 -0.1361 0.2402 -0.0312
O 10.8914 16.5675 38.2415 -0.0713 -0.359 0.7292
O 12.4113 15.0667 39.6955 -0.169 -0.2343 -0.1631
O 15.2915 20.2541 36.6566 0.1463 0.1524 0.2944
O 13.9873 19.7187 38.8819 0.0078 -0.2574 -0.0046
O 9.4334 23.2641 39.7889 -0.0159 0.061 0.0395
O 11.6372 22.0977 39.0734 -0.2095 0.0874 0.1826
O 13.4725 25.8747 33.1251 0.2036 0.3368 0.1815
O 12.1142 23.6481 36.9001 0.1059 -0.3587 0.3204
O 11.6614 27.1258 38.6313 -0.0764 -0.1045 0.4926
O 10.4863 26.9654 36.2636 0.11 -0.1669 -0.0047
O 14.5315 30.6763 36.3513 -0.0216 0.1796 -0.144
O 13.4747 30.2424 38.7779 0.1484 0.2882 0.094
O 4.8542 5.6151 30.228 0.1849 -0.096 -0.3775
O 0.6887 4.144 27.6842 -0.0452 -0.2824 -0.2027
O 5.4721 0.5984 26.8181 0.1989 0.1858 -0.1819
O 3.1049 1.272 27.9419 0.2468 0.276 -0.3893
O 1.658 10.641 27.5256 -0.3099 -0.0517 -0.4046
O 2.6694 8.342 26.7363 -0.2507 -0.2128 -0.0694
O 3.6642 4.1082 32.129 0.1246 -0.0484 0.1216
O 4.1332 6.2401 27.6483 -0.0575 -0.0846 -0.4997
O 3.54 12.1178 29.0061 0 -0.033 -0.3196
O 0.8775 14.2661 27.6735 0.0779 0.0678 -0.1934
O 2.955 13.1923 26.3868 0.23 0.1104 0.01
O 5.1229 11.1469 26.4877 -0.0233 0.041 -0.3929
O 2.3437 19.887 26.3794 -0.0564 -0.1649 0.1734
O 3.0793 17.2296 25.9918 -0.0826 -0.0558 -0.0742
O 5.1971 18.3398 30.3487 0.0014 0.1959 -0.1584
O 4.0345 18.6372 27.9068 -0.2969 -0.0621 -0.2466
O 15.4701 29.5327 25.7214 -0.0163 0.0685 -0.25
O 0.2038 27.1137 26.1305 -0.2268 -0.1252 -0.3201
O 5.2691 22.1002 26.2682 -0.051 0.1894 -0.069
O 1.9256 25.2786 26.9735 0.1258 -0.1024 -0.4285
O 1.3395 29.788 29.46 0.1885 0.014 -0.1516
O 1.4795 30.8778 27.0397 -0.2327 0.1017 -0.0032
O 4.419 29.4467 26.8035 0.3985 0.089 -0.1919
O 4.4782 29.5134 33.5788 -0.0432 -0.149 0.0078
O 7.987 2.4673 26.0181 0.3173 -0.2034 0.2733
O 6.8911 3.5045 28.1491 0.112 0.1992 -0.8263
O 8.1455 0.1744 27.2859 0.0262 0.1298 0.102
O 5.6166 3.1067 30.487 0.049 -0.1903 -0.3126
O 7.2684 9.7434 27.3935 -0.2274 -0.2901 -0.3189
O 12.1461 8.4589 29.3169 -0.2517 0.0522 -0.3376
O 10.7458 7.1413 27.5933 0.1842 -0.1567 -0.0507
O 4.742 8.5205 33.6962 -0.0756 -0.0645 0.1962
O 9.0842 11.7399 27.4593 -0.1088 0.2056 -0.1896
O 7.4718 15.0548 27.8053 0.1688 -0.131 -0.5109
O 5.9753 14.2914 25.8116 0.4197 -0.1689 -0.2978
O 9.4235 16.3759 29.8983 -0.0145 -0.1885 -0.3891
O 7.4088 20.5436 26.7772 0.4329 0.1611 0.3139
O 6.6958 18.4715 28.2082 -0.0235 -0.3866 -0.1895
O 9.2133 18.7393 27.4699 0.2168 -0.3172 -0.2834
O 10.237 16.3442 27.2668 0.1557 0.2694 -0.2062
O 9.2724 29.107 27.5225 0.3171 0.2105 -0.2165
O 5.9746 25.4744 29.712 -0.0689 -0.0029 -0.0949
O 10.9569 22.8051 27.7841 -0.5699 0.228 -0.2651
O 9.082 24.5406 27.2716 -0.3526 -0.0409 -0.0079
O 6.1654 31.316 28.0951 -0.0308 0.0712 0.1891
O 6.7262 28.8066 27.6239 0.356 -0.2411 -0.0028
O 10.6817 25.7665 29.001 0.172 0.0536 -0.2374
O 8.7948 6.1367 26.1814 -0.0709 -0.425 -0.0402
O 12.3969 3.6395 27.3022 -0.1624 0.1485 -0.1269
O 14.4139 1.8443 27.2652 0.1405 0.0471 0.1599
O 16.3092 0.1666 26.3497 0.1995 0.0314 0.003
O 11.7375 9.6127 26.9787 -0.068 0.1705 -0.1604
O 9.6598 9.3668 28.5851 -0.1607 -0.084 0.0506
O 13.6976 7.9328 26.3459 0.0935 0.1384 -0.4354
O 15.774 5.974 26.5431 0.4513 -0.4397 -0.5538
O 12.8284 14.899 27.4948 -0.1204 0.0243 -0.4251
O 13.7795 13.3306 25.814 -0.1733 0.1731 -0.2823
O 1.0575 12.2948 29.5729 0.0055 0.0028 -0.2302
O 14.5782 11.0409 26.9128 0.2816 -0.1631 -0.1639
O 12.5525 20.771 27.5887 0.0824 -0.4393 -0.2545
O 15.7656 18.5099 26.0233 -0.0452 0.2367 -0.4319
O 13.8578 18.0853 27.9028 -0.145 0.3775 -0.4907
O 14.4824 16.7616 29.9831 0.0563 0.2509 -0.2127
O 11.005 27.4162 26.3475 0.0868 -0.0953 -0.0356
O 12.944 25.724 26.9899 -0.1339 -0.1554 -0.1192
O 1.887 23.23 28.5844 0.0409 -0.0479 -0.4063
O 15.9329 23.125 27.0215 0.2374 -0.1041 0.3732
O 13.5152 31.6962 27.3228 -0.0898 -0.2539 -0.0631
O 11.2884 31.3686 25.8454 -0.5794 -0.2443 0.1195
O 14.5324 27.8052 27.5195 -0.1615 0.2681 0.2456
O 13.1538 26.7101 29.4662 0.2413 -0.3029 -0.2173
O 15.6037 30.6151 28.4274 -0.1276 -0.0634 0.004
O 1.0892 32.5568 28.9623 0.1421 -0.117 0.0297
O 2.9365 7.393 29.658 -0.2367 -0.0954 -0.2829
O 15.0343 4.5847 32.7499 -0.0201 -0.0365 -0.1841
O 2.5558 4.7835 29.3522 0.1442 0.1074 0.1096
O 1.2085 4.9636 32.6686 -0.047 0.1845 -0.2012
O 15.8771 6.8259 31.7806 0.2986 -0.151 0.0436
O 3.0009 12.9497 33.4818 -0.3109 -0.074 0.1406
O 14.0682 10.4098 29.4387 0.2541 0.0749 -0.0442
O 5.1367 14.4773 33.0731 -0.0657 -0.0233 -0.1016
O 3.5404 13.8957 31.0762 -0.1576 0.1087 -0.3616
O 16.1332 14.6447 30.0661 0.247 -0.2437 -0.2674
O 2.724 15.5764 33.2573 0.1367 -0.0235 -0.1062
O 4.3453 15.6051 35.3384 -0.0245 -0.0672 0.0347
O 5.9298 17.9773 32.8001 -0.0568 -0.0386 0.0189
O 12.4641 20.7377 32.2179 0.116 -0.0393 0.1483
O 0.6677 29.0158 32.0971 0.1257 0.1848 -0.0483
O 5.7166 28.2553 37.0463 -0.0998 -0.1135 0.1763
O 4.0729 24.4948 28.4181 0.1025 -0.1788 -0.0457
O 15.8275 23.0698 29.5926 -0.2986 0.2005 -0.1334
O 1.0513 27.8895 34.4852 -0.2376 0.1691 0.1658
O 5.6873 30.0939 31.2516 0.1681 0.0143 -0.3764
O 3.8128 31.8245 32.3498 0.1177 0.1607 -0.0869
O 7.9409 31.2739 30.6609 -0.0305 0.1184 -0.4075
O 1.2571 2.4095 29.5078 -0.0642 0.0957 -0.0148
O 9.5169 0.5376 30.3535 -0.1021 -0.219 -0.1899
O 6.5768 1.032 29.2173 -0.0499 0.0546 -0.1691
O 7.7631 11.8921 32.1546 0.1482 0.0565 -0.2083
O 8.254 2.7746 30.4773 -0.0138 0.2631 -0.2874
O 5.665 6.2645 34.5519 -0.0638 0.2344 0.3272
O 4.5668 10.8844 32.6901 0.0904 -0.0309 -0.1431
O 6.8908 9.4394 32.3795 0.0223 -0.0161 0.1074
O 6.8533 15.8729 30.2661 -0.1925 -0.0177 -0.0728
O 10.8946 14.3842 29.085 -0.0697 -0.1071 -0.2407
O 5.2464 14.1736 29.0388 -0.1484 -0.0344 -0.0818
O 7.8775 18.0908 31.1155 -0.1554 0.2204 0.128
O 9.268 22.5751 34.7188 0.0057 -0.0297 0.2236
O 6.6057 20.3446 31.4096 -0.1288 0.0409 -0.2052
O 5.4409 20.635 29.0617 0.0455 0.0715 -0.3012
O 6.6842 22.7646 30.0346 -0.2125 -0.151 0.0371
O 8.3417 26.8366 28.3931 -0.0432 0.2054 -0.289
O 8.489 24.6529 29.9062 0.0254 0.2716 -0.3658
O 7.8187 28.7897 30.0453 0.2019 -0.3028 -0.3019
O 3.1896 29.4321 31.2624 -0.0405 -0.0548 -0.0792
O 11.9466 0.9722 27.0003 -0.2453 -0.0106 0.1687
O 12.6982 1.9853 29.365 0.2265 0.2025 -0.4214
O 6.2065 4.7646 32.4348 0.0124 0.0194 -0.0785
O 7.8459 10.8573 29.7218 0.3785 -0.426 -0.3688
O 9.6288 10.061 32.3827 0.1959 -0.0609 0.1441
O 15.1611 12.8166 28.5741 -0.0676 0.1457 -0.2004
O 13.4089 14.3376 30.073 -0.1428 0.0501 -0.3326
O 11.894 16.8162 29.2278 -0.1002 -0.2409 -0.1865
O 12.7829 18.8356 30.3675 0.1308 -0.0935 -0.1155
O 11.1663 17.7189 35.5338 0.0995 -0.1452 0.2538
O 12.5692 22.0713 30.0198 -0.2986 -0.1401 -0.3403
O 0.5975 19.8243 32.2062 -0.0095 0.2496 0.1589
O 13.5727 23.2192 28.0166 -0.0488 0.0606 -0.0508
O 11.5355 26.2785 31.4172 -0.1162 -0.2226 -0.2786
O 6.2963 25.4741 27.1257 0.2814 -0.0715 -0.2258
O 13.8534 30.82 32.1338 -0.1486 -0.156 -0.0188
O 13.0046 28.3195 32.5956 -0.1746 0.2447 -0.2559
O 2.8379 0.7193 30.6504 -0.1264 -0.1684 -0.2386
O 1.4616 0.5973 33.0318 -0.0585 0.2332 0.1777
O 3.2443 6.2899 33.626 0.0258 0.2673 0.2476
O 2.0021 10.5848 33.4417 -0.1341 0.0228 0.0048
O 3.616 7.5887 35.9034 -0.2696 0.2881 0.3638
O 4.6846 8.8674 31.0056 0.0712 -0.2425 -0.2327
O 3.9853 11.1667 35.1989 0.1644 -0.0111 0.2179
O 1.2442 14.2276 36.4198 0.1548 0.1807 0.0837
O 5.6237 13.314 35.4513 0.2189 -0.3245 0.119
O 5.6088 12.1176 30.607 -0.0971 -0.0953 0.1136
O 3.7473 17.9164 34.2883 0.0054 0.2397 0.2296
O 3.1361 17.0836 37.8457 0.2857 -0.3636 0.04
O 5.1938 20.1415 33.9588 0.2611 -0.0636 0.309
O 3.944 22.1688 34.7775 -0.1846 0.0293 0.1348
O 1.8912 24.7293 33.668 -0.0798 0.3261 -0.1034
O 2.0459 30.3493 33.9938 0.0645 0.2285 -0.0813
O 3.2706 24.2469 35.9438 -0.1609 -0.0674 0.1711
O 3.0672 28.915 35.9028 0.0781 0.0564 0.1777
O 4.1281 31.4088 35.3482 -0.1439 0.0326 -0.1144
O 15.9598 30.062 34.4105 -0.0196 0.2633 0.0493
O 7.7969 29.4261 32.6907 -0.0984 -0.2909 -0.1101
O 1.3778 31.4107 31.4475 -0.2845 -0.0111 0.1763
O 9.97 31.5497 32.2038 0.1427 0.1212 -0.0654
O 10.5075 30.9183 29.7394 0.0251 -0.1254 -0.4111
O 8.9829 1.6076 32.8579 -0.2096 -0.1955 -0.0039
O 7.6836 4.46 34.6561 -0.0101 0.0963 0.2272
O 5.0109 4.3235 0.4727 0.1015 -0.0282 -0.0455
O 9.0792 4.7749 36.9938 -0.2046 0.0654 0.1916
O 9.425 12.4879 34.8 -0.2166 0.0645 0.1119
O 8.0814 10.3632 34.5093 0.0394 -0.0559 0.0423
O 8.5148 15.7667 32.3597 0.1925 -0.2342 -0.0106
O 8.5258 17.5435 34.2771 0.1571 0.1699 0.0059
O 8.0983 20.5512 29.2532 0.3373 -0.0358 -0.3054
O 8.052 20.1293 34.7649 -0.2606 -0.1558 -0.1403
O 6.7488 24.562 31.9562 0.0529 0.3611 0.1171
O 4.358 27.0655 27.9658 0.0296 -0.3155 -0.1681
O 10.9473 27.1 33.7204 -0.0755 0.3811 0.1729
O 13.9164 24.0799 34.9232 0.021 -0.2786 -0.0137
O 6.2094 30.8701 36.8247 0.2043 0.1769 0.3655
O 11.776 30.4358 33.6639 0.1405 0.1321 -0.1696
O 10.9332 2.4914 31.2862 0.129 0.0216 0.1448
O 12.6539 0.3915 31.5974 -0.0303 -0.0187 -0.0904
O 13.9458 8.5161 31.2379 -0.2225 -0.3086 -0.18
O 11.9557 10.3102 31.0841 0.0517 0.2668 -0.3664
O 7.7301 13.473 29.9246 0.0709 -0.0478 -0.182
O 12.6201 12.3786 28.4514 0.0534 -0.1359 -0.0192
O 11.5358 11.9445 33.0288 -0.0786 0.1073 0.0358
O 13.7872 13.3472 33.5629 -0.151 -0.0777 0.0409
O 3.1155 21.7409 37.1592 -0.1018 0.0098 0.2721
O 15.3484 20.4192 34.1339 0.1616 -0.0196 0.2129
O 1.2553 24.1634 31.1292 0.2266 -0.2142 -0.0839
O 15.7192 24.435 32.9989 0.0458 -0.2235 -0.2447
O 3.0984 20.8198 32.5534 -0.1967 -0.0428 0.1298
O 13.3316 23.3373 32.3247 -0.1104 0.193 -0.3057
O 15.1276 25.3133 28.3889 0.033 -0.0776 -0.1985
O 9.7291 28.6023 39.6579 0.1754 0.1234 0.4277
O 14.2744 32.2492 29.8558 -0.0658 0.3219 -0.118
O 15.6769 2.1775 33.5355 0.1482 0.0944 0.1927
O 13.2938 3.0575 34.2778 0.1105 -0.0022 0.0253
O 0.0473 4.6311 30.3355 0.087 -0.0273 -0.3514
O 6.01 0.5124 35.7683 -0.1785 0.2147 -0.024
O 4.7336 1.3206 38.6012 0.0496 -0.0131 -0.0723
O 15.9394 10.3726 35.2336 0.0677 0.2107 0.1718
O 16.3482 9.4345 32.0906 -0.0415 0.0412 -0.1825
O 14.7375 8.3288 33.7887 -0.0215 -0.1444 0.0884
O 0.8948 8.3428 34.3267 0.0178 -0.2094 -0.062
O 2.3863 9.9747 29.9923 0.0056 0.1037 -0.387
O 14.7752 10.8712 37.4833 -0.1542 -0.4852 0.4401
O 1.0157 11.6987 37.1033 0.1039 0.1034 -0.0286
O 2.3308 8.3464 32.0425 -0.0149 -0.3286 0.0345
O 4.3704 9.4151 37.7356 -0.1574 0.2209 0.0974
O 13.9871 22.1653 37.8685 0.2046 -0.1 -0.3049
O 4.0354 18.2828 40.0475 -0.2387 -0.092 -0.0502
O 3.4814 12.9138 37.0207 0.1456 0.2229 -0.0252
O 1.9617 19.2536 36.8113 0.0322 -0.0072 0.275
O 4.593 24.7662 33.5714 0.1288 -0.0471 -0.01
O 1.8223 16.8063 35.6249 -0.2172 -0.0191 0.2862
O 15.8947 32.6447 34.8025 -0.0865 -0.2379 0.4526
O 2.4612 0.11 37.7652 0.2832 -0.2875 -0.2191
O 5.2302 22.4433 32.5467 -0.225 -0.0006 0.1372
O 3.7285 26.7889 38.0443 0.0337 -0.0539 -0.0841
O 4.1048 4.5603 36.9272 -0.009 -0.0145 0.1695
O 5.1981 3.6118 34.6821 0.0146 -0.2912 -0.0706
O 10.6785 0.0624 34.3156 0.127 0.113 0.1614
O 9.2728 30.6508 34.5654 0.0833 -0.1488 0.1483
O 8.4755 7.3677 37.8519 -0.4377 -0.0567 -0.1054
O 4.8122 6.849 38.1159 0.1595 -0.1465 0.0615
O 7.0009 15.4122 34.6279 -0.0044 -0.2005 0.33
O 5.7984 11.4608 37.1871 0.2785 -0.1526 -0.2
O 9.5991 15.1494 34.7135 0.1436 -0.1289 0.3567
O 8.7567 11.323 37.0541 -0.1062 -0.0955 0.2645
O 10.5566 10.1347 35.6424 -0.0392 0.1133 0.3683
O 8.582 18.4488 36.757 -0.0533 -0.0179 0.1083
O 6.2319 18.2518 35.4139 0.0527 0.3176 0.0682
O 13.169 17.1281 37.0328 -0.1601 0.3046 0.1503
O 15.1357 17.9555 35.414 -0.0578 -0.2333 0.0199
O 10.6502 20.2446 34.562 0.1281 -0.0842 0.1057
O 5.4445 23.0421 36.9828 0.1928 -0.1821 0.419
O 3.3526 26.6058 34.8056 -0.1626 -0.0356 0.2858
O 6.8759 23.6232 34.3193 -0.1084 -0.1251 0.258
O 9.455 20.9612 36.8512 0.1552 0.0836 0.2712
O 10.618 2.6445 34.6755 -0.1344 -0.0853 -0.1438
O 6.6539 31.2386 34.2536 0.061 -0.0988 -0.2326
O 12.9814 26.2024 36.4562 0.1305 0.1152 0.1516
O 11.0421 28.3125 29.7848 -0.2797 0.2351 0.0354
O 7.1735 2.8278 36.7436 -0.0649 -0.3072 0.3195
O 8.5861 1.0331 35.5612 -0.1404 0.09 0.375
O 13.6152 2.7718 31.6976 -0.0862 0.1335 -0.1609
O 15.3712 0.0704 32.1511 0.1114 0.3226 -0.277
O 13.5276 6.2262 36.8314 -0.1277 -0.2171 0.1383
O 12.9434 11.2468 35.1233 0.0123 -0.0485 0.1416
O 10.9716 6.4598 37.091 -0.2696 0.2463 0.0154
O 15.3891 7.9992 36.3229 -0.147 -0.0881 0.2262
O 11.745 13.664 35.1004 -0.027 -0.0271 -0.0118
O 13.6873 15.8757 34.6013 -0.2097 0.0995 0.0545
O 14.6582 15.3796 32.1491 0.1076 0.3288 -0.1654
O 14.4295 18.8301 32.3306 0.0854 -0.2132 -0.2471
O 11.8836 18.3848 33.0458 -0.031 -0.1938 0.162
O 13.0687 19.5628 35.1922 0.0645 0.2739 0.0703
O 16.0323 14.6862 34.2542 0.1932 0.1472 0.0079
O 1.5279 21.5922 30.5151 0.0716 0.1704 -0.09
O 13.0167 30.0009 29.2196 -0.0593 -0.1238 -0.21
O 8.9291 25.3443 34.6208 -0.0564 0.1684 0.1156
O 14.866 21.3362 31.5684 0.0664 0.2528 -0.3073
O 0.9771 22.3382 33.0192 -0.0872 -0.1052 0.0541
O 12.3531 1.4399 36.2267 0.1108 -0.4422 0.2866
O 12.4712 28.8759 36.7309 0.0843 0.0965 0.343
O 11.3988 24.8312 34.8087 0.0303 0.0623 0.2335
Si 0.0554 32.7717 5.4419 0.0443 0.0702 0.0023
Si 2.7276 2.7141 5.4273 -0.0197 0.0081 0.0074
Si 0.0029 5.3924 5.4845 -0.0802 -0.0317 -0.0125
Si 2.8178 8.1469 5.4305 0.026 0.0288 0.024
Si 0.0118 10.9423 5.4777 0.056 0.0495 0.0282
Si 2.7443 13.6811 5.455 -0.0101 -0.059 -0.0306
Si 0.024 16.3863 5.4921 0.0042 -0.0073 0.0065
Si 2.7753 19.1186 5.5589 0.0224 -0.0119 -0.0068
Si 16.3978 21.9156 5.6009 -0.0343 0.0044 0.003
Si 2.7493 24.6561 5.6166 0.0426 0.0497 -0.0176
Si 0.0066 27.3634 5.5286 -0.0234 -0.0976 0.0107
Si 2.7898 30.0941 5.4554 0.002 0.0619 -0.105
Si 5.5036 32.7821 5.4681 -0.034 -0.0274 0.0201
Si 8.2279 2.7163 5.3048 0.0249 -0.0056 -0.0708
Si 5.5396 5.4342 5.3623 0.0016 0.0893 0.041
Si 8.2379 8.2054 5.3306 -0.0079 0.0114 -0.0792
Si 5.5607 10.8818 5.351 -0.0143 0.1175 -0.0676
Si 8.1997 13.6846 5.3918 -0.0382 -0.0184 -0.0018
Si 5.4974 16.4021 5.4641 0.0114 -0.028 -0.0059
Si 8.2858 19.1256 5.5399 0.0099 0.062 -0.0239
Si 5.4965 21.8924 5.5863 -0.0108 -0.002 0.0217
Si 8.207 24.6791 5.5826 0.0257 -0.0055 0.0412
Si 5.5006 27.4226 5.5084 0.084 0.0494 -0.0236
Si 8.2556 30.0652 5.4261 -0.0013 0.0082 -0.05
Si 10.9257 32.7613 5.409 -0.0201 -0.0126 -0.0154
Si 13.7035 2.6586 5.471 0.017 0.0072 0.0555
Si 10.9413 5.4599 5.3776 0.0072 0.0098 -0.0219
Si 13.6692 8.1513 5.4172 -0.0909 -0.0752 -0.0668
Si 10.934 10.9467 5.3925 -0.0087 -0.0253 -0.0341
Si 13.6804 13.6744 5.4314 -0.0617 -0.0304 -0.0429
Si 10.9748 16.434 5.4615 0.078 0.0881 -0.0245
Si 13.6693 19.1186 5.5377 -0.0263 -0.0352 0.0009
Si 10.9665 21.8869 5.5605 0.0033 0.0065 0.0225
Si 13.7005 24.629 5.5116 -0.0632 -0.0493 -0.065
Si 10.9485 27.4135 5.4861 0.1067 0.0354 -0.0536
Si 13.6633 30.06 5.4768 -0.0429 -0.0391 -0.0187
Si 1.374 1.3651 6.8255 -0.0715 0.043 -0.0315
Si 4.1348 4.095 6.7527 -0.0166 -0.0056 -0.046
Si 1.4016 6.8006 6.7872 0.0445 -0.04 -0.0205
Si 4.1694 9.5551 6.7657 -0.0222 -0.04 -0.0228
Si 1.3853 12.308 6.827 -0.0536 0.0276 0.0186
Si 4.1244 15.0287 6.8271 0.0417 -0.0311 -0.0068
Si 1.3735 17.7559 6.882 -0.002 0.0146 0.0001
Si 4.1251 20.5031 6.9176 0.0177 -0.0115 0.0044
Si 1.3793 23.2712 6.9483 -0.0091 -0.0258 0.0001
Si 4.1423 26.0494 6.9021 -0.0797 -0.0325 -0.019
Si 1.4003 28.7444 6.8473 -0.0216 -0.0143 -0.0433
Si 4.1396 31.4384 6.8483 0.0669 -0.0513 0.0189
Si 6.8704 1.3931 6.7621 -0.0389 0.0193 -0.006
Si 9.5704 4.0781 6.7314 -0.0241 0.0509 -0.0371
Si 6.8837 6.8276 6.731 0.0164 -0.0434 -0.0216
Si 9.567 9.5697 6.75 -0.0495 0.0469 -0.002
Si 6.8593 12.2865 6.7604 0.0221 -0.0397 0.0143
Si 9.5803 15.0345 6.7828 0.0245 -0.0368 -0.0296
Si 6.8662 17.7589 6.853 -0.0169 -0.0127 -0.0177
Si 9.6007 20.5187 6.9177 -0.0418 0.0224 -0.0115
Si 6.8561 23.2782 6.9297 -0.0004 -0.0064 -0.017
Si 9.6033 26.0447 6.8896 -0.0732 -0.0139 0.0152
Si 6.8856 28.7569 6.8581 -0.042 -0.0335 -0.0101
Si 9.5841 31.4307 6.8213 0.03 -0.0033 -0.0198
Si 12.2888 1.3235 6.7979 -0.0353 0.0745 0.0073
Si 15.0409 4.0392 6.8417 0.1051 -0.0572 0.0487
Si 12.2884 6.8097 6.786 0.0193 0.012 0.0028
Si 15.0301 9.5404 6.7908 0.0209 0.0223 -0.0319
Si 12.2985 12.3001 6.7862 0.037 -0.0021 -0.0576
Si 15.0443 15.0149 6.8348 0.0605 -0.012 -0.0079
Si 12.3078 17.7605 6.891 0.0147 -0.0021 0.0214
Si 15.0274 20.5041 6.9071 -0.016 0.0464 -0.02
Si 12.3451 23.2587 6.8983 0.0647 -0.0715 -0.019
Si 15.048 25.9949 6.8942 -0.0064 0.0444 -0.005
Si 12.3143 28.731 6.8781 -0.0056 -0.0079 0.0339
Si 15.0577 31.4317 6.8162 0.0254 -0.0358 -0.0183
Si 0.0109 2.7091 8.21 -0.0008 0.0307 0.0214
Si 2.7508 0.0053 8.1879 -0.0053 -0.0063 -0.0164
Si 0.0157 8.1762 8.1437 0.0146 0.0405 -0.004
Si 2.7665 5.4432 8.1504 -0.0442 0.0099 0.0104
Si 0.008 13.6529 8.2018 -0.0074 -0.0227 0.0161
Si 2.7727 10.9134 8.1429 0.0196 0.0392 -0.0039
Si 0.0065 19.1284 8.2468 0.0114 -0.0015 -0.0068
Si 2.7555 16.3818 8.2186 -0.0195 0.0161 -0.0127
Si 0.003 24.6389 8.2815 0.0028 -0.0255 -0.0023
Si 2.7474 21.8733 8.2721 -0.013 -0.0069 0.0094
Si 0.0126 30.0874 8.211 -0.0303 -0.0213 -0.001
Si 2.7488 27.3901 8.2477 0.0695 0.0192 0.0038
Si 5.4896 2.7383 8.1408 0.019 0.0194 0.0026
Si 8.212 0.0181 8.1593 0.0135 0.0006 -0.0038
Si 5.5138 8.178 8.1327 -0.0053 0.0385 -0.0014
Si 8.2211 5.4537 8.1188 -0.0352 -0.0047 0.0049
Si 5.4882 13.6344 8.1618 -0.0663 -0.0255 -0.0029
Si 8.2156 10.9283 8.1422 0.0312 0.0374 0.017
Si 5.5033 19.1219 8.2422 0.0283 0.0711 0.0052
Si 8.2229 16.3741 8.1973 -0.0456 -0.0054 -0.002
Si 5.4781 24.6497 8.2674 0.0115 -0.0212 0.0059
Si 8.2217 21.8878 8.2669 -0.007 -0.0124 0.0104
Si 5.5018 30.0956 8.2276 -0.0127 0.02 0.0142
Si 8.2186 27.3841 8.25 0.0387 0.0001 -0.0026
Si 10.9267 2.7248 8.1378 0.0125 -0.0298 -0.0033
Si 13.6743 32.7958 8.1803 0.0337 0.034 -0.0178
Si 10.9224 8.1963 8.1347 0.0131 -0.0274 0.0028
Si 13.6593 5.4432 8.1582 -0.0114 0.0128 -0.0087
Si 10.9361 13.6626 8.1621 -0.0076 -0.0001 0.0132
Si 13.6601 10.9175 8.1522 -0.0162 -0.0162 0.0085
Si 10.9535 19.1315 8.261 0.0383 0.0259 0.0114
Si 13.6836 16.3781 8.2206 -0.0284 0.0124 -0.0004
Si 10.9595 24.6387 8.239 -0.003 0.0049 -0.0148
Si 13.6813 21.8791 8.2742 -0.0047 0.0101 0.0089
Si 10.9406 30.0947 8.2254 0.0164 -0.0036 0.0022
Si 13.6723 27.3588 8.2453 -0.0157 -0.0333 0.0027
Si 1.3827 4.1016 9.5356 0.017 -0.0421 0.01
Si 4.1196 1.3857 9.5322 -0.0041 -0.0106 -0.0049
Si 1.3815 9.5539 9.5071 -0.009 -0.0174 0.0069
Si 4.123 6.8295 9.507 -0.0077 -0.0077 0.0033
Si 1.3743 15.0167 9.5733 -0.0007 -0.0039 0.0069
Si 4.1139 12.2801 9.5337 0.0075 -0.0036 0.0136
Si 1.3716 20.4974 9.6158 0.0023 0.0133 0.0138
Si 4.1157 17.7545 9.5891 -0.0025 -0.0159 0.0017
Si 1.3848 26.0116 9.6161 -0.029 -0.0079 0.0025
Si 4.1111 23.2602 9.6183 -0.0134 0.0027 0.0048
Si 1.3777 31.459 9.5697 -0.0173 0.0043 -0.0087
Si 4.126 28.7433 9.6039 -0.0101 -0.0237 -0.0018
Si 6.8453 4.111 9.5093 -0.017 0.0151 0.0022
Si 9.5708 1.3779 9.5353 -0.0083 0.0097 -0.0072
Si 6.8511 9.559 9.5143 -0.0113 -0.0101 0.0028
Si 9.5654 6.8249 9.5075 0.0177 0.0018 -0.0016
Si 6.8406 15.0051 9.5478 0.0446 -0.0166 -0.0008
Si 9.5694 12.291 9.5274 -0.002 -0.0223 0.0087
Si 6.8494 20.5049 9.6108 -0.0151 -0.0035 0.0119
Si 9.569 17.7475 9.586 -0.0025 0.0198 -0.0086
Si 6.8536 26.0108 9.6174 -0.002 -0.0226 0.0013
Si 9.5913 23.2655 9.6105 -0.009 -0.0201 -0.0052
Si 6.8582 31.4781 9.5691 -0.0436 -0.0021 -0.0083
Si 9.5831 28.7414 9.61 -0.0223 -0.0017 -0.0008
Si 12.2847 4.089 9.5235 0.0118 0.0086 0.0045
Si 15.0273 1.3592 9.5607 0.0094 0.0091 0.0045
Si 12.2871 9.5553 9.5176 0.0008 0.0178 0.0054
Si 15.0331 6.8209 9.5138 0.0084 -0.0254 0.0022
Si 12.297 15.0107 9.5609 0.0305 -0.0027 -0.0067
Si 15.0267 12.2753 9.5391 0.0315 0.0038 0.0053
Si 12.3115 20.504 9.6231 -0.0086 0.006 0.0144
Si 15.0387 17.7513 9.5958 0.0056 0.0025 -0.005
Si 12.3159 25.9933 9.6188 0.0155 -0.011 -0.0026
Si 15.0477 23.2507 9.6323 0.0071 -0.0138 0.0034
Si 12.3124 31.4563 9.5761 -0.0093 -0.0249 0.006
Si 15.05 28.7269 9.5928 0.0098 -0.0183 -0.0078
Si 16.3987 0.0095 10.9318 -0.0099 -0.0088 0.0023
Si 2.742 2.7402 10.9035 -0.017 0.0296 0.0054
Si 16.3979 5.4633 10.8925 0.0087 0.0279 0.0071
Si 2.7406 8.1869 10.8808 -0.0054 0.0133 0.0007
Si 0.0027 10.907 10.8917 -0.0071 0.0161 0.0017
Si 2.7444 13.6376 10.9181 -0.0168 -0.0029 0.0027
Si 0.0055 16.3789 10.9483 0.0083 0.0231 0.0034
Si 2.7433 19.1195 10.9625 -0.0086 0.0202 -0.0023
Si 0.0101 21.8701 10.9843 0.0002 0.0056 0.0082
Si 2.7388 24.6259 10.9798 0.0046 -0.0133 0.0011
Si 0.0056 27.3663 10.9741 0.0058 -0.0011 0.0003
Si 2.7392 30.1021 10.951 0.025 0.0041 -0.0006
Si 5.4721 0.0288 10.9202 0.0125 -0.0007 0.0056
Si 8.1977 2.7469 10.8949 -0.0088 -0.0086 -0.0052
Si 5.4751 5.4679 10.8865 -0.007 0.0038 -0.0005
Si 8.2046 8.1904 10.8871 -0.0117 0.0057 -0.0006
Si 5.476 10.9116 10.8969 -0.0203 0.01 0.0039
Si 8.2032 13.6421 10.9157 -0.0138 0.0084 -0.0007
Si 5.4798 16.3706 10.9348 -0.0239 0.0104 -0.0069
Si 8.2072 19.1177 10.9582 -0.0015 0.0089 0.0058
Si 5.474 21.8749 10.97 0.0092 0.0049 0.0072
Si 8.2118 24.6251 10.9718 0.0014 0.0127 0.0013
Si 5.4756 27.3684 10.9775 -0.0121 -0.008 0.0005
Si 8.2058 30.1097 10.9555 0.0345 -0.0007 0.0042
Si 10.9314 0.0214 10.9245 0.0272 0.0233 -0.0057
Si 13.6513 2.7365 10.9081 0.0004 -0.0034 0.0064
Si 10.9235 5.4639 10.8895 0.0085 0.0062 0.0047
Si 13.6589 8.1878 10.8833 0.0055 0.0066 0.0004
Si 10.9272 10.9199 10.8983 0.0063 0.011 0.0016
Si 13.6623 13.6381 10.92 -0.0203 -0.0108 0.0038
Si 10.9357 16.3758 10.9405 -0.0015 0.0048 0.0014
Si 13.6757 19.1205 10.9686 0.0017 0.0135 0.004
Si 10.941 21.8774 10.9746 0.0165 -0.0005 0.0063
Si 13.6749 24.6182 10.9854 -0.0048 -0.0119 -0.0028
Si 10.9409 27.3624 10.9715 -0.0046 -0.0175 -0.0009
Si 13.6723 30.0905 10.9495 0.0065 0.0084 -0.008
Si 1.3619 1.3905 12.2783 0.0044 -0.0127 -0.0027
Si 4.0991 4.1152 12.2623 -0.0002 -0.018 0.0022
Si 1.3571 6.8359 12.2568 -0.0139 -0.0192 0.0004
Si 4.095 9.5543 12.2614 -0.0042 -0.0039 0.0005
Si 1.3598 12.2745 12.2728 0.0018 -0.0028 -0.0008
Si 4.1025 15.0064 12.2954 0.0002 -0.0041 0.0039
Si 1.3672 17.7491 12.3192 -0.0018 -0.0125 0.0057
Si 4.1026 20.4985 12.328 -0.0119 0.0054 0.0031
Si 1.3747 23.2471 12.3447 -0.0019 0.0014 0.0078
Si 4.106 25.9955 12.3406 0.0073 -0.0128 -0.0006
Si 1.3742 28.738 12.3271 -0.0105 -0.0103 -0.0034
Si 4.1039 31.4779 12.3001 -0.025 -0.0072 -0.0073
Si 6.8324 1.3964 12.2813 -0.0098 -0.0001 -0.005
Si 9.5547 4.1106 12.2694 -0.0014 -0.001 -0.0045
Si 6.8295 6.8362 12.2586 -0.0056 0.0055 -0.0012
Si 9.5567 9.558 12.268 0.0162 -0.0046 0.002
Si 6.8281 12.2798 12.2793 0.0064 -0.0157 0.0025
Si 9.5571 15.0103 12.2963 0.0001 -0.0046 0.0015
Si 6.8316 17.7464 12.3116 0.0074 0.0034 0.0066
Si 9.5676 20.494 12.3205 -0.008 -0.0037 0.0009
Si 6.8393 23.2488 12.3296 -0.0009 -0.0153 -0.0013
Si 9.5735 25.9937 12.3348 -0.0049 -0.0114 -0.0068
Si 6.8413 28.7436 12.3294 -0.0166 -0.0009 -0.0064
Si 9.5727 31.4722 12.3144 -0.0167 -0.0139 -0.002
Si 12.2883 1.3864 12.2945 -0.0089 -0.007 -0.0006
Si 15.0181 4.1102 12.2685 -0.0009 -0.0123 0.0003
Si 12.2861 6.8312 12.2604 0.0147 -0.0111 -0.0006
Si 15.0224 9.5511 12.2608 0.011 -0.0095 0
Si 12.2835 12.2795 12.2831 0.0203 -0.0063 0.0052
Si 15.024 15.0072 12.2949 0.0056 -0.0037 -0.0044
Si 12.2937 17.7475 12.3135 0.0111 0.0077 0.0015
Si 15.0392 20.4922 12.3352 0.0102 0.0022 0
Si 12.3077 23.2415 12.3407 -0.0009 0.0052 0.0007
Si 15.0446 25.9905 12.3399 -0.0016 -0.0145 -0.0017
Si 12.3089 28.7307 12.3271 -0.0055 -0.0163 -0.0066
Si 15.033 31.4601 12.3102 -0.0007 -0.0165 0.0009
Si 16.3815 2.7464 13.6409 0.0125 0.0105 0.0014
Si 2.7235 0.0347 13.6543 -0.0051 -0.0006 0.0016
Si 16.3834 8.1882 13.6366 -0.0007 0.0129 0.0009
Si 2.7179 5.4703 13.627 -0.009 0.0141 -0.0003
Si 16.3924 13.6343 13.65 0.0006 -0.0043 -0.0041
Si 2.7232 10.9099 13.6416 -0.0093 0.0149 -0.0011
Si 16.4006 19.1134 13.693 -0.0025 0.0245 0.0003
Si 2.7347 16.3706 13.6697 -0.0086 0.0129 -0.0037
Si 0.0009 24.6142 13.7084 -0.0059 0.0005 -0.0041
Si 2.7387 21.8658 13.7041 -0.0009 0.0022 -0.0009
Si 16.3997 30.1029 13.6819 -0.0064 -0.0047 0.0053
Si 2.731 27.3647 13.6986 0.0029 -0.0028 -0.0017
Si 5.4521 2.7539 13.6402 0.0021 0.0146 0.0052
Si 8.1882 0.0341 13.6624 0.0008 0.005 0.0019
Si 5.4586 8.1933 13.6315 -0.0136 -0.0022 0.0005
Si 8.18 5.4698 13.6353 -0.003 0.0095 0.0028
Si 5.4645 13.6388 13.6634 -0.003 0.006 0.0043
Si 8.1888 10.9162 13.6488 -0.0181 0.0065 -0.003
Si 5.4657 19.1168 13.6823 -0.0121 0.0103 -0.0023
Si 8.1933 16.374 13.6739 0.0045 0.0048 0.0024
Si 5.4697 24.6154 13.6986 -0.0084 0.0023 -0.0015
Si 8.1984 21.8621 13.6824 -0.0025 0.0048 -0.0032
Si 5.4609 30.1139 13.6771 -0.0065 0.0013 0.003
Si 8.2027 27.3647 13.692 0.0136 -0.0088 0.0043
Si 10.9095 2.7497 13.653 0.0174 -0.0031 0.0038
Si 13.652 0.0194 13.6648 0.0137 0.0081 -0.0035
Si 10.9139 8.1876 13.6376 0.002 0.0167 -0.0017
Si 13.6426 5.4696 13.6418 -0.0047 0.0195 0.0036
Si 10.9153 13.64 13.6625 0.002 0.0023 -0.0015
Si 13.6484 10.9066 13.641 -0.0027 0.0175 -0.0052
Si 10.9255 19.1154 13.6818 -0.0007 0.0192 0.0067
Si 13.6539 16.3696 13.6702 0.0028 0.0071 -0.0008
Si 10.9338 24.6128 13.6915 0.0091 -0.002 -0.0002
Si 13.6679 21.859 13.6991 0.0022 -0.0058 -0.0001
Si 10.934 30.0987 13.6839 0.0231 -0.008 0.0008
Si 13.6708 27.3601 13.694 0.0108 -0.0048 -0.0024
Si 1.3445 4.1138 15.0014 -0.0254 -0.0134 0.0021
Si 4.0815 1.4031 15.0171 -0.0115 -0.0087 -0.0039
Si 1.3447 9.5522 15.0098 -0.0114 -0.0054 -0.0066
Si 4.0824 6.8333 14.9932 0.0008 0.0001 -0.0034
Si 1.3551 15.0001 15.0216 -0.0053 -0.0026 -0.001
Si 4.0845 12.2731 15.0215 -0.03 -0.0306 -0.0042
Si 1.366 20.484 15.0597 -0.0026 0.0104 0.0023
Si 4.0964 17.7408 15.0408 -0.0142 -0.003 0.0038
Si 1.364 25.9942 15.0694 -0.0056 -0.0177 0.0029
Si 4.107 23.2406 15.069 0.0083 0.0054 0
Si 1.3553 31.4885 15.0311 0.0284 -0.0031 -0.0046
Si 4.0946 28.7505 15.0469 0.0069 -0.007 -0.0019
Si 6.8064 4.1166 15.0088 -0.0105 -0.0209 -0.0032
Si 9.542 1.397 15.0354 -0.0052 -0.0015 0.0031
Si 6.8136 9.556 15.0128 0.0082 0.0111 0.0039
Si 9.5352 6.8324 15.009 0.0134 -0.0068 0.0009
Si 6.8249 15.0074 15.0418 -0.0113 -0.0023 0.006
Si 9.5384 12.2839 15.033 0.0084 -0.0068 0.0026
Si 6.8292 20.4928 15.046 0.0144 0.003 0.0041
Si 9.5504 17.7476 15.0441 -0.0007 -0.0047 0.008
Si 6.8369 25.9913 15.0549 -0.015 -0.0026 -0.0039
Si 9.5667 23.2303 15.0408 -0.015 0.0028 -0.0093
Si 6.8173 31.4883 15.0402 0.0193 -0.0186 -0.0071
Si 9.5665 28.7354 15.0546 -0.0076 -0.0111 -0.0049
Si 12.2652 4.1176 15.0214 0.0093 -0.0144 -0.003
Si 15.0123 1.3918 15.0228 -0.0344 -0.0383 -0.0069
Si 12.2692 9.5524 15.0145 0.0311 -0.0068 0.0009
Si 15.0035 6.8361 15.0142 0.0144 -0.0085 0.0032
Si 12.2706 15.0122 15.0341 0.0123 -0.0073 0.0056
Si 15.0086 12.2753 15.0104 0.0067 -0.0045 -0.0067
Si 12.289 20.4832 15.0499 0.0215 0.0068 0.0013
Si 15.0154 17.7383 15.0399 0.0037 -0.0053 -0.0013
Si 12.2975 25.987 15.0486 -0.0117 -0.0201 -0.0101
Si 15.0326 23.2316 15.0634 0.0037 0.0043 -0.0013
Si 12.2939 31.4667 15.0506 -0.0205 -0.0091 -0.0079
Si 15.0365 28.7354 15.0506 -0.0072 -0.0029 -0.0061

Results
total energy: -236488.777 eV
total energy less fixed offsets of O -438.35, Si -107.03 eV per atom: 18.923 eV
